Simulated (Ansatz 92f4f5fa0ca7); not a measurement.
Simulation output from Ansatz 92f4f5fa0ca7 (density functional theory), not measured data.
Periodic cell of 256 atoms, Si144O112, from a study of silicon, its oxide and their interface. The atomic structure is a simulated model.
This geometry differs little from another in the collection (a relaxation step or a small displacement).

Settings
functional: r2SCAN
potential files: Ansatz PAW
basis: plane waves
wave-function cutoff: 800 eV
density cutoff ratio: 5
exchange-correlation grid ratio: 1
k mesh: 1 x 1 x 1, shifted by 0.5 0.5 0 of a step
self-consistency stop: 1e-10 eV per atom in the density residual
occupations: fixed
spin: none
net charge: 0

Cell vectors (angstrom)
a	10.88	0	0
b	0	10.88	0
c	-0.3009	0.428	36.3142

Atoms and the computed forces on them: element, x, y, z (angstrom), force x, y, z (eV/angstrom)
Si	1.6082	-1.596	-0.0315	-0.001	-0.0001	-0.0047
Si	4.2755	1.1168	0.1217	-0.0007	0.0006	-0.003
Si	1.1784	4.2949	0.1217	-0.0002	0.0001	-0.0023
Si	3.9556	-3.6755	0.1103	0.001	0.0015	-0.0024
Si	-4.4304	-1.0934	0.2791	-0.0007	-0.0009	-0.0029
Si	-1.5579	1.4638	0.1329	-0.0002	-0.0007	-0.0024
Si	7.1243	3.703	0.0282	-0.0013	0.0002	-0.003
Si	-1.0588	-4.3865	0.0493	-0.0007	0.0011	-0.0033
Si	2.6948	-0.0392	1.3925	-0.0007	0.0001	-0.0003
Si	5.4743	2.6949	1.3782	-0.0003	0.0007	0.0003
Si	2.8004	-5.3824	1.3078	-0.0005	0.0005	-0.0007
Si	5.3442	-2.6138	1.6398	-0.0005	-0.0004	0
Si	-2.7439	-0.016	1.4678	-0.0002	0	0.0004
Si	0.0073	2.7021	1.39	-0.0005	-0.0006	0
Si	8.1619	5.3998	1.3093	-0.0009	0.0001	-0.0003
Si	0.0386	-2.7442	1.3166	0	0.0009	-0.0007
Si	1.3579	1.3493	2.7259	-0.0007	-0.0001	0.0006
Si	4.1123	4.1015	2.682	-0.0002	-0.0002	-0.0003
Si	1.4008	-4.0729	2.7275	-0.0001	0.0002	0.0003
Si	3.9826	-1.2944	2.928	-0.0008	0.0003	0.0005
Si	6.7812	1.352	2.8193	-0.0007	0.0004	0.0001
Si	9.5034	4.0641	2.7478	-0.0006	-0.0001	-0.0001
Si	6.8084	6.7801	2.7083	-0.0005	-0.0003	0.0005
Si	-1.3375	-1.4066	2.7085	0.0002	-0.0004	0.0002
Si	-0.0095	-0.0119	4.0766	-0.0004	0.0004	0.0003
Si	2.7349	2.7326	4.0493	-0.0006	0.0007	-0.0002
Si	0.0141	5.4347	4.0681	-0.0001	0.0003	0.0007
Si	2.6672	-2.7297	4.1819	-0.0009	-0.0003	0.0007
Si	5.4215	0.029	4.1906	-0.0007	-0.0001	0.0006
Si	8.1559	2.7227	4.1292	-0.0004	0.0002	-0.0002
Si	5.4486	5.4394	4.0802	-0.0005	0.0001	0.0005
Si	8.1736	-2.7484	4.0729	-0.0004	0	0.0003
Si	1.3581	-1.3661	10.904	-0.0011	0	0
Si	4.0776	1.3666	10.9018	-0.0005	0.0001	0
Si	1.3509	4.1084	10.8276	-0.0008	-0.0004	-0.001
Si	4.0754	-4.0969	10.8336	-0.0004	0	-0.0008
Si	6.7881	-1.356	10.8092	-0.0014	-0.0001	-0.0002
Si	-1.373	1.3651	10.8163	-0.001	0.001	-0.0003
Si	6.7959	4.0753	10.9194	-0.0011	0.0003	-0.0002
Si	-1.3585	6.7997	10.9159	-0.0007	0.0001	-0.0003
Si	2.7199	0.0025	12.255	-0.0008	0	0
Si	5.4249	2.7208	12.2895	-0.0011	0.0003	0
Si	2.705	5.4481	12.1995	-0.0012	0.0006	-0.0003
Si	5.4543	-2.7378	12.1357	-0.0004	-0.0001	0.0002
Si	-2.7279	-0.0058	12.1434	-0.0011	-0.0001	0.0008
Si	-0.0318	2.7594	12.1337	-0.0007	-0.0001	0.0003
Si	8.1582	5.4425	12.2852	-0.0008	0.0001	-0.0005
Si	0.006	-2.7231	12.2878	-0.0006	-0.0001	-0.0006
Si	1.2988	1.4148	13.4969	0.0003	-0.0002	0
Si	4.026	4.098	13.6151	-0.0005	-0.0005	0.0008
Si	1.3898	-4.0861	13.6344	-0.0002	0.0002	-0.0004
Si	4.1207	-1.4144	13.5157	-0.0007	0.0005	-0.0005
Si	-4.0418	1.3265	13.5596	-0.0006	0.0006	0.0013
Si	-1.3277	4.0798	13.6019	-0.0008	0.0005	0.0001
Si	6.7805	-4.0419	13.586	-0.0004	-0.0005	0.0002
Si	-1.4079	-1.3405	13.5634	-0.0007	0	0.0003
Si	-0.2743	0.2878	14.7979	-0.0004	-0.0009	0.0025
Si	2.3955	2.944	14.8797	-0.0004	0.0002	0.0038
Si	0.248	-5.6704	14.9515	-0.0009	0.0005	0.0034
Si	3.0017	-2.9273	14.9115	-0.0006	0.0005	0.0023
Si	5.724	-0.3183	14.799	-0.0005	0.0005	0.003
Si	-2.4695	2.4772	14.8714	-0.0009	-0.0001	0.0034
Si	5.1745	5.7201	14.8711	-0.0004	-0.0006	0.0036
Si	-2.9374	-2.4921	14.9368	-0.0004	0	0.0036
Si	3.2986	-1.154	23.6167	0.0003	-0.0005	0.0011
Si	2.3957	4.1929	24.8217	-0.0005	0.0007	0.0017
Si	6.4624	3.7758	16.9537	0.0001	0.0007	0.0098
Si	-2.4024	-0.219	22.8589	0.0006	0.0007	0.0001
Si	-1.0963	-2.0245	-4.5286	-0.0001	0.0004	-0.0026
Si	3.0082	2.9567	-2.0581	0.0001	-0.0009	-0.0062
Si	-2.0706	1.3922	20.5713	-0.001	0	0.002
Si	1.8478	2.4909	-6.9161	-0.0003	0.0002	-0.0012
Si	0.9757	2.2313	-4.0643	-0.0004	0.001	-0.0029
Si	0.9856	4.9388	22.0414	0.0012	-0.0003	0.0023
Si	2.9797	1.8503	23.2006	-0.0003	-0.0006	0.0018
Si	7.3256	4.0381	19.9339	-0.0034	-0.0019	0.0001
Si	0.5577	4.181	-9.1523	-0.0004	0.0006	0.0004
Si	1.1731	-1.4704	17.0071	-0.0005	-0.0003	0.0039
Si	7.0473	-0.8756	-5.6712	0.0004	0.0009	-0.0025
Si	2.646	0.2594	19.1884	0.0011	0.0008	0.0039
Si	3.3965	-4.4707	21.4516	0.0026	-0.0001	0.0019
Si	-1.2349	-4.1382	22.7709	-0.0002	0.0008	0.0018
Si	4.326	-1.6899	20.8982	-0.0003	-0.0003	0.0034
Si	4.7118	-5.1048	24.0637	0.0001	0.0005	0.0013
Si	1.8478	-2.2676	-5.8895	0.0004	0.0002	-0.0029
Si	-2.2018	-4.2324	-2.7958	0.0005	-0.0006	-0.0032
Si	0.9497	2.0687	20.9756	-0.0002	-0.0003	0.0024
Si	3.7754	-2.0659	-9.6843	-0.0001	-0.0002	-0.0003
Si	2.1556	-4.3567	-8.1872	0.002	0	-0.0012
Si	5.7948	-5.0156	-5.0498	-0.0045	-0.0007	-0.0016
Si	4.2559	1.4915	16.9032	0.0024	-0.0006	0.0069
Si	2.1478	-0.1769	-8.1993	-0.002	0.0006	-0.0018
Si	5.9985	-2.9656	-1.9446	-0.0025	0	-0.0048
Si	-2.6053	-5.221	-6.5233	0.0001	-0.0002	-0.004
Si	7.0454	2.0413	-4.6566	-0.0001	0.0042	-0.0027
Si	-2.2831	-3.9848	19.9481	-0.0001	-0.0002	0.0021
Si	4.5598	-2.3771	-4.358	0.0001	-0.0009	-0.002
Si	-2.3791	3.0929	-10.0024	0.0011	0.0007	0.0008
Si	7.79	-5.114	-11.32	0.0003	-0.0004	0.0014
Si	-1.0107	-3.7505	17.1302	-0.0011	-0.0006	0.0034
Si	8.1079	0.2033	-10.6865	0.0003	0.0014	-0.0014
Si	-1.5123	4.0186	-4.1684	0.0007	0.0004	-0.0028
Si	4.1269	4.3242	-7.2552	-0.0001	0.0022	0.0002
Si	0.2549	-1.5886	23.7448	0	0.0003	0.0015
Si	7.3442	-1.2555	20.3783	-0.0013	0.0005	0.0019
Si	6.7259	3.2883	-7.6065	0.0002	0.0006	-0.0012
Si	-1.9626	-3.4349	-8.8384	-0.0001	0.0009	-0.0007
Si	-0.14	-0.1354	-2.2494	-0.0004	0	-0.0048
Si	-0.1785	-1.2555	-9.6956	0.0009	-0.0008	0
Si	5.7322	3.8172	-2.7548	0	0.0001	-0.005
Si	4.8877	3.8783	21.8138	0.0006	-0.0001	0.0024
Si	6.584	-1.2733	-8.6494	0.0006	0.0001	-0.0007
Si	1.3174	-1.3478	5.4837	-0.0007	-0.0002	-0.0001
Si	4.0608	1.4047	5.4786	-0.0003	0.0001	-0.0002
Si	1.3675	4.0734	5.432	-0.0002	0.0001	0
Si	4.0863	6.7896	5.4651	-0.0003	-0.0003	-0.0004
Si	6.8096	-1.3829	5.4567	-0.0001	-0.0007	-0.0001
Si	-1.3598	1.3464	5.456	-0.0002	-0.0005	-0.0001
Si	6.7917	4.0891	5.4571	-0.0007	0.0002	0
Si	-1.3475	6.791	5.4366	-0.0004	0.0001	0.0002
Si	2.7035	0.0157	6.8063	-0.0004	0	-0.0005
Si	5.4293	2.7444	6.8152	-0.0002	0.0001	-0.0004
Si	2.7187	5.4302	6.8124	-0.0004	-0.0003	-0.0005
Si	5.4451	-2.7298	6.8238	-0.0005	0	-0.0004
Si	-2.7217	-0.0103	6.816	-0.0003	0.0001	-0.0004
Si	0.0048	2.7152	6.8049	-0.0004	0.0001	-0.0004
Si	-2.7187	5.4448	6.7945	0	0.0001	-0.0001
Si	-0.0257	-2.7166	6.8138	-0.0004	0	-0.0003
Si	1.36	1.3599	8.1735	-0.0007	-0.0001	0.0002
Si	4.0789	4.078	8.1763	-0.0008	-0.0002	0.0002
Si	1.3483	6.8109	8.1491	-0.0001	-0.0004	0.0002
Si	4.0648	-1.3504	8.1515	-0.0001	-0.0004	0.0004
Si	6.7816	1.3682	8.1465	0.0002	-0.0003	0.0002
Si	-1.3707	4.0846	8.1509	-0.0004	-0.0005	0.0002
Si	6.8105	-4.094	8.1711	-0.0011	0	0.0002
Si	-1.3661	-1.3691	8.176	-0.0007	0	0.0002
Si	0.0073	-0.0121	9.519	-0.0012	0.0001	0
Si	2.7219	2.719	9.5272	-0.001	-0.0003	0
Si	-0.0194	5.4621	9.5023	-0.0005	0.0001	-0.0002
Si	2.7079	-2.715	9.5122	-0.0006	0.0002	-0.0001
Si	5.4174	0.0183	9.5012	-0.0009	0.0002	-0.0002
Si	8.1336	2.7301	9.5043	-0.0002	0.0002	0
Si	5.4502	5.4204	9.5235	-0.0009	0.0002	0
Si	8.1688	-2.7345	9.5249	-0.0011	-0.0002	0
O	7.8337	-5.3622	20.3831	-0.0017	-0.0003	-0.0078
O	-1.0205	-1.0971	-3.1997	0.0013	0.0009	0.0016
O	5.3577	4.5398	23.2189	-0.0008	0	-0.0003
O	7.1841	-4.4094	-5.6278	-0.001	0.0003	0.0018
O	1.765	-1.5054	23.162	-0.0004	0.0005	-0.0017
O	-1.4675	-4.295	18.5839	0.0005	0.0016	-0.0018
O	4.745	-3.9629	-4.4967	0.0028	-0.0005	-0.0035
O	-1.5197	-0.4563	-9.9589	-0.0017	-0.0025	-0.0028
O	3.0807	3.4088	-6.4398	0.0006	0.0001	0.0007
O	5.4187	0.0336	-0.3211	-0.0003	-0.0002	0.0002
O	4.0881	-4.053	15.423	-0.0002	-0.0002	0.001
O	6.8919	-1.994	-1.0076	-0.0005	0.0019	0.0046
O	4.9889	-2.0433	-2.8313	-0.0006	-0.002	0.0014
O	-2.6184	2.5962	-0.3649	-0.0005	-0.0002	0.0022
O	7.4213	4.7407	-7.5256	-0.0001	0.0004	0.0007
O	-1.9769	5.0578	-3.015	-0.0009	0.0009	0.0022
O	5.731	-1.2035	20.2643	-0.0008	0.0001	-0.0009
O	2.8855	2.6761	24.5923	-0.0004	0.0006	0
O	3.5838	1.6761	-1.252	-0.0001	0.0003	0.0027
O	6.1555	3.5004	20.9072	0.003	0.002	-0.003
O	7.7	-2.4184	-8.6674	0.0003	0.0005	0.0002
O	1.5525	1.6454	22.4312	-0.0006	0.0007	-0.0013
O	0.9834	-0.967	-1.4144	0.0007	-0.0006	0.0036
O	3.2068	-0.6574	20.383	0.0001	0.0011	-0.0047
O	3.8577	0.8384	18.3063	0.0018	0.0044	-0.0076
O	5.0193	5.1006	-6.202	0.0016	0.0019	0.0026
O	3.1272	-0.6174	-9.3909	-0.0007	0.0004	0.0004
O	1.333	4.0701	15.4389	-0.0003	-0.0001	-0.0007
O	2.7694	-2.6821	-0.4698	-0.0006	0.0001	0.0015
O	6.5898	4.1471	-1.4367	0.0022	0.0002	0.0024
O	2.9932	-2.138	-4.7204	0.0011	0.0006	0.0003
O	5.9058	5.0666	16.1686	-0.0001	0.0001	-0.0011
O	0.5092	0.9393	-3.2448	-0.0007	-0.0007	0.0041
O	6.8213	-1.384	15.4089	-0.0009	0.0003	-0.0005
O	5.1804	-2.0595	-8.873	0.0006	0.0012	-0.0003
O	-2.4291	2.6875	-4.1828	0.0006	0.0003	0.002
O	5.3191	2.667	17.094	0.0008	-0.0011	-0.0118
O	6.7957	-0.1505	-9.8065	0.0007	0.0011	0.0001
O	6.6953	2.5911	-6.145	0.0019	0.0005	0.0022
O	-1.6204	4.7663	-5.6051	-0.0001	-0.0002	0.0017
O	7.7678	-1.3486	21.9428	0.0007	0.0005	-0.0028
O	8.107	0.0982	19.8028	-0.0001	0	-0.0011
O	7.6361	-0.1195	24.2157	-0.0022	0.0031	0.0006
O	7.748	4.2145	-10.8758	0.0007	0.0009	0.0006
O	3.8998	-3.2284	20.537	0.0004	0.0015	-0.0003
O	5.9206	-4.2874	24.7725	0.0003	-0.0002	0.0002
O	-2.5231	1.2193	22.1199	0.0011	0.0001	-0.0019
O	3.8756	-4.2156	22.9904	0	0	-0.0003
O	2.4471	2.5766	-3.5122	0.0014	0.0012	0.0039
O	1.6717	-0.6913	18.3189	0	-0.0002	-0.003
O	-0.3019	-3.1015	23.5943	0.0001	0.0007	-0.004
O	5.188	3.4444	-8.1238	0.0007	0.0005	0.0014
O	4.002	2.563	22.1451	-0.0001	0.0009	0
O	4.9223	0.3051	16.0566	-0.0016	-0.0018	-0.0021
O	0.1028	-2.6125	17.3826	-0.0001	0.0003	-0.0006
O	-0.4548	1.3598	20.6004	-0.0017	0.0003	-0.0015
O	6.7772	-0.5176	-7.2285	-0.0002	0.0009	0.0016
O	0.0595	5.374	-0.38	-0.0004	-0.0002	0.0007
O	-1.6094	-3.7893	-1.3603	0.0005	-0.0002	0.003
O	-0.3915	-4.9949	16.296	0.0011	-0.0008	-0.0031
O	4.3645	-1.6261	22.5059	0.0003	-0.0002	-0.0017
O	2.299	-1.0991	-6.8963	-0.0026	-0.0008	0.0008
O	7.1097	-3.7762	-2.8077	-0.0002	0.0012	-0.0004
O	1.0853	1.8767	-5.6366	0	0.0011	0.0018
O	7.6624	2.5627	-8.7038	-0.0001	0.0008	0.0004
O	3.941	4.763	-11.1697	0	0.0001	-0.0005
O	3.9708	-2.2553	-11.274	-0.0007	0.0005	-0.0007
O	3.5038	0.4322	23.705	-0.0014	-0.0002	-0.0003
O	-1.4281	-3.5776	21.2628	-0.0005	-0.0012	-0.0027
O	-0.5595	-2.6622	-9.0161	0.0004	0.0007	0.0004
O	-2.3788	-1.6034	-5.4542	0.0003	0.0001	0.0016
O	2.4172	-2.1682	16.2366	0.0005	-0.001	-0.0035
O	0.4719	-0.368	16.0737	-0.0013	0.0015	-0.0023
O	-2.3759	1.7547	-10.9176	0.0016	-0.0005	0.0024
O	5.6885	-1.6777	-5.2811	-0.0002	-0.0009	0.0042
O	4.0509	4.9981	20.9798	0.0018	0.0003	0.0002
O	1.5874	3.7981	-10.3379	0.0008	0.0002	-0.001
O	-0.8336	-0.5985	23.0567	-0.001	0.0009	0.001
O	5.0287	-3.989	-1.1103	-0.0021	-0.0008	0.0051
O	-2.2555	-3.135	16.2818	-0.0006	0.0014	-0.0018
O	1.8835	-3.6819	-6.7192	-0.0001	0.0019	0.0015
O	1.7806	-4.6885	21.3575	0.0015	-0.0001	0.0002
O	1.8085	3.6216	-1.2178	-0.0016	0.001	0.005
O	-2.4674	2.834	19.9656	-0.0012	0.0016	-0.0031
O	7.7493	3.1572	16.1986	-0.0005	0.0012	-0.0022
O	1.9276	1.5613	19.8019	0.001	-0.0009	-0.0023
O	0.8112	3.3364	-7.8043	-0.0003	0.0007	0.0014
O	-0.4823	5.3285	22.5711	0	0.0003	-0.0013
O	0.6295	-0.3015	-8.6993	-0.0004	0.0012	-0.0003
O	1.823	4.5781	23.3642	-0.0018	0.0014	-0.0017
O	0.8338	-5.124	-8.788	0.0012	0.0004	0.0008
O	0.3431	-2.0242	-5.3038	-0.0013	0.0001	0.0014
O	5.9708	2.3712	-3.4716	-0.0006	0.0025	0.0023
O	-1.7488	-4.2517	-7.4634	-0.0012	-0.001	0.001
O	-0.0085	3.5052	-3.8819	0.0005	-0.0001	0.0008
O	2.4853	1.3358	-7.8271	-0.0017	0.0002	0.0002
O	7.1383	0.448	-4.7614	-0.0002	0.002	0.001
O	-0.9373	3.7578	-9.6247	0.001	0.0015	0.0008
O	-1.3846	-3.522	-3.9943	-0.0008	0.0002	0.0022
O	0.8532	3.6929	21.013	0.0014	-0.0007	-0.0027
O	3.3006	5.3783	-8.1371	0.003	-0.0008	0.0016
O	-2.5953	-4.4156	23.6036	0.0013	-0.0002	-0.0005
O	2.7427	-3.2055	-9.163	0.0008	-0.0003	0.0013
O	-1.3657	1.3718	15.3812	-0.0008	0.0007	-0.0015
O	6.8614	4.2577	18.4185	-0.0058	-0.0067	-0.0075
O	4.1978	4.0091	-2.3064	0.0004	-0.0014	-0.0012
O	6.1851	4.8306	-3.9011	-0.0021	0.002	0.0033
O	0.6759	-1.5735	-11.021	0.0015	-0.0021	-0.0014
O	-2.3251	-4.3066	-10.1492	0.0004	0.0007	0.0003
O	7.7346	-2.6426	19.6306	-0.0003	0.0002	-0.0005
O	2.954	2.1107	16.1697	-0.0009	0.0004	-0.001
O	-1.0576	0.6512	-1.1842	-0.0014	0.0013	0.003

Results
free energy: -155994.029 eV
free energy less fixed offsets of O -570.45, Si -639.56 eV per atom: -6.989 eV

The program warned: the cutoff lies below the one the program advises for these potential files; the forces do not sum to zero within the program's tolerance; empty levels may hold ghost states of the PAW files; the exchange-correlation potential is rough where the density is thin.
